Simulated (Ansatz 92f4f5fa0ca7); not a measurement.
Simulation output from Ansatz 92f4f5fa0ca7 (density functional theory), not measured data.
Periodic cell of 297 atoms, Si195O102, from a study of silicon, its oxide and their interface. The atomic structure is a simulated model.
Doubt: the cutoff is far below the 930 eV that the study's wrapper takes by default for these files, so forces and energies are approximate.
This geometry differs little from another in the collection (a relaxation step or a small displacement).

Settings: functional PBE; potential files Ansatz PAW; basis plane waves; wave-function cutoff 580 eV; density cutoff ratio 5; exchange-correlation grid ratio 1; k mesh 1 x 1 x 1, Gamma-centred; self-consistency stop 5e-08 eV per atom in the density residual; occupations fixed; spin none; net charge 0.

Cell vectors (angstrom)
a 11.6015 0 0
b 0 10.938 0
c 0 0 41.6166

Atoms: element, x, y, z (angstrom)
Si 0 0 0.9665
Si 3.8672 0 0.9665
Si 7.7343 0 0.9665
Si 1.9336 1.3673 0.9665
Si 5.8008 1.3673 0.9665
Si 9.6679 1.3673 0.9665
Si 0 5.469 0.9665
Si 3.8672 5.469 0.9665
Si 7.7343 5.469 0.9665
Si 1.9336 6.8362 0.9665
Si 5.8008 6.8362 0.9665
Si 9.6679 6.8362 0.9665
Si 1.9336 2.7345 40.6496
Si 5.8008 2.7345 40.6496
Si 9.6679 2.7345 40.6496
Si 0 4.1018 40.6496
Si 3.8672 4.1018 40.6496
Si 7.7343 4.1018 40.6496
Si 1.9336 8.2035 40.6496
Si 5.8008 8.2035 40.6496
Si 9.6679 8.2035 40.6496
Si 0 9.5708 40.6496
Si 3.8672 9.5708 40.6496
Si 7.7343 9.5708 40.6496
Si 0 0 4.8337
Si 3.8672 0 4.8337
Si 7.7343 0 4.8337
Si 1.9336 1.3673 4.8337
Si 5.8008 1.3673 4.8337
Si 9.6679 1.3673 4.8337
Si 0 5.469 4.8337
Si 3.8672 5.469 4.8337
Si 7.7343 5.469 4.8337
Si 1.9336 6.8362 4.8337
Si 5.8008 6.8362 4.8337
Si 9.6679 6.8362 4.8337
Si 1.9336 2.7345 2.9001
Si 5.8008 2.7345 2.9001
Si 9.6679 2.7345 2.9001
Si 0 4.1018 2.9001
Si 3.8672 4.1018 2.9001
Si 7.7343 4.1018 2.9001
Si 1.9336 8.2035 2.9001
Si 5.8008 8.2035 2.9001
Si 9.6679 8.2035 2.9001
Si 0 9.5708 2.9001
Si 3.8672 9.5708 2.9001
Si 7.7343 9.5708 2.9001
Si -1.711 1.114 31.1059
Si 3.9087 -0.3276 30.8793
Si 8.0123 -0.1788 30.7312
Si 0.1979 -0.1529 30.9699
Si 5.3936 1.4736 30.8679
Si 13.6995 1.1535 30.9639
Si -1.5314 6.8586 30.8398
Si 2.9545 5.9998 29.6629
Si 5.8202 6.5815 30.2372
Si 2.2085 5.9927 31.7827
Si 7.9168 4.7576 30.6589
Si 11.6772 5.1763 31.0739
Si 1.8874 2.5767 32.922
Si 5.532 2.817 32.8278
Si 9.5754 2.4824 32.9945
Si -0.1152 3.8613 32.9832
Si 3.5326 4.2584 32.9792
Si 7.6549 3.8365 32.8173
Si 2.0224 7.9875 33.0323
Si 5.8282 8.0685 32.9927
Si 9.785 8.2148 32.7918
Si 0.1589 9.4339 32.8967
Si 3.9132 9.3975 32.8914
Si 7.7451 9.4526 32.7503
Si 0.0243 -0.1071 34.8386
Si 3.8562 -0.0783 34.8005
Si 7.6717 -0.0821 34.7436
Si 1.9266 1.2745 34.8764
Si 5.7306 1.3634 34.7589
Si 9.6449 1.1955 34.9188
Si -0.0013 5.3867 34.8426
Si 3.8384 5.4285 34.9795
Si 7.7453 5.3663 34.7241
Si 1.9241 6.7797 35.0185
Si 5.8191 6.7431 34.9176
Si 9.6778 6.7797 34.7346
Si 1.9221 2.7013 36.7814
Si 5.8129 2.685 36.7528
Si 9.6543 2.682 36.7766
Si -0.0208 4.062 36.7945
Si 3.8753 4.0327 36.8404
Si 7.7389 4.0812 36.7394
Si 1.9123 8.223 36.848
Si 5.7998 8.1691 36.7963
Si 9.6358 8.1518 36.7255
Si -0.0346 9.5332 36.8027
Si 3.8702 9.5458 36.7811
Si 7.7065 9.5538 36.748
Si 0 0 38.716
Si 3.8672 0 38.716
Si 7.7343 0 38.716
Si 1.9336 1.3673 38.716
Si 5.8008 1.3673 38.716
Si 9.6679 1.3673 38.716
Si 0 5.469 38.716
Si 3.8672 5.469 38.716
Si 7.7343 5.469 38.716
Si 1.9336 6.8362 38.716
Si 5.8008 6.8362 38.716
Si 9.6679 6.8362 38.716
Si 1.9502 2.7373 6.7829
Si 5.8079 2.764 6.7352
Si 9.6335 2.7221 6.7835
Si -0.0184 4.0374 6.6734
Si 3.8751 4.1117 6.7645
Si 7.742 4.1379 6.7999
Si 1.9578 8.293 6.7016
Si 5.801 8.2993 6.7131
Si 9.678 8.2669 6.7675
Si 0.0006 9.6515 6.797
Si 3.8683 9.672 6.8153
Si 7.7572 9.6352 6.8197
Si -0.0287 0.1805 8.7082
Si 3.8241 0.0868 8.8168
Si 7.7545 0.07 8.8028
Si 1.9158 1.5136 8.8204
Si 5.8359 1.427 8.6615
Si 9.6335 1.5575 8.8573
Si 0.0027 5.5514 8.4151
Si 3.9245 5.4993 8.6819
Si 7.7476 5.577 8.7232
Si 1.9695 6.809 8.4819
Si 5.8184 6.8912 8.569
Si 9.7043 6.9104 8.692
Si 1.9211 3.1007 10.6658
Si 5.9705 2.7939 10.5823
Si 9.669 3.2539 10.6805
Si 0.0786 4.5172 10.467
Si 4.0293 4.0864 10.6146
Si 7.6886 4.5476 10.8507
Si 1.8311 8.0051 10.457
Si 5.6389 8.2196 10.4691
Si 8.5386 8.6536 12.195
Si 0.1836 9.6246 10.4638
Si 3.6852 9.4172 10.6303
Si 7.1309 10.0325 10.9074
Si 0.1446 -0.2088 12.5074
Si 4.1168 -0.9735 12.8816
Si 7.3245 1.6522 14.1017
Si 1.3725 2.4483 12.8689
Si 6.1723 1.0103 12.1696
Si 10.023 2.1891 12.7273
Si 0.3628 6.5245 11.6991
Si 4.231 5.6207 13.464
Si 10.2472 7.944 10.8053
Si 1.1399 6.3411 13.9094
Si 5.4706 7.3804 12.6577
Si 7.6099 6.4997 12.6501
O 2.9068 9.7815 13.9482
O 6.47 2.7286 14.9677
O -1.7712 6.5178 18.5048
O 13.0196 11.7639 12.6362
O 4.7166 11.5002 12.9319
O 16.9093 8.903 13.3815
O 7.5478 8.5524 15.6211
O 5.0467 4.9638 14.7376
O -3.4384 6.2237 14.2232
O 7.4357 11.1811 14.9344
O 0.1768 5.3602 14.8085
O 10.3069 11.526 12.4804
O 11.7042 10.0906 29.4493
O 10.1313 1.9856 29.7221
O 6.4234 5.0769 30.0659
O 6.7817 7.7114 29.6195
O 4.0371 9.7433 29.4235
O 3.054 4.3972 29.4632
O 6.9198 1.0246 30.4363
O -2.8255 4.1775 29.3975
O 8.1225 9.8887 29.3153
O 1.9258 6.7068 28.5929
O 17.2073 6.8962 31.815
O 10.21 7.2983 29.242
Si 7.0436 5.1635 17.8949
Si 2.4727 2.8883 15.7477
Si 1.4598 11.1438 17.1432
Si 7.3206 8.7251 28.4857
Si 11.8432 9.5587 21.4534
Si 1.5033 2.2823 24.724
Si 5.708 6.2726 20.5834
Si 1.5408 9.33 14.687
Si 1.5116 5.8655 23.1012
Si 2.5113 6.9897 27.0803
Si 5.4085 3.705 15.7178
Si 2.5688 10.523 26.0556
Si 2.5465 10.4736 19.96
Si 9.2806 2.9034 21.9081
Si 7.9063 5.4547 22.623
Si 2.0761 2.203 21.5962
Si 10.1907 3.4428 29.0288
Si 9.8554 7.8125 22.9889
Si 4.7845 9.1326 21.3521
Si 3.463 2.9197 28.9724
Si 9.9323 7.6509 27.6656
Si 8.2499 7.0656 15.6289
Si -0.9094 7.3485 17.394
Si 4.4256 9.4394 27.8517
Si 3.607 4.0924 26.1601
Si 9.4812 0.3611 20.4231
Si 11.6167 10.2369 27.83
Si 10.4913 1.9447 26.4158
Si 4.0705 4.2529 22.1381
Si 11.6421 4.2539 21.0663
Si 10.2488 10.3484 17.633
Si 9.8921 15.8154 18.4578
Si 8.1034 1.4828 24.435
Si 8.3763 9.8669 15.0959
Si 7.6161 -0.9354 22.6398
Si 11.9928 5.0622 16.4064
Si 11.5408 6.794 25.3654
Si 6.1859 3.9281 24.418
Si 2.3285 8.9651 23.3832
O 9.2903 -0.1054 18.8625
O 6.8331 6.3165 21.7628
O 10.6847 4.3474 17.1055
O 8.3591 15.2656 18.4265
O 1.1705 3.1682 20.646
O 3.6878 9.0886 22.5365
O 2.1493 11.6815 20.9564
O 1.5836 9.8097 16.2306
O 4.0479 2.902 16.0951
O -0.0927 11.3771 17.5891
O 3.6623 8.1315 27.2178
O 5.341 3.8515 23.0444
O 1.4636 2.1612 23.1059
O 7.4897 0.0472 23.9522
O 6.1423 -1.3344 22.1
O 3.9866 10.6728 26.8593
O 2.4376 10.9542 18.4164
O 3.5705 2.8181 21.5832
O 5.1313 4.2603 25.6034
O 0.5107 6.529 17.1784
O 0.7074 5.6025 21.6974
O 9.0913 1.4406 25.7344
O 10.7581 7.8366 24.3625
O 2.1837 0.9695 25.3569
O 0.5153 5.5619 24.4063
O 10.4701 6.497 26.602
O 1.0644 9.8603 22.8471
O 10.7055 3.6072 22.2181
O 10.273 3.2264 27.4137
O 3.6349 3.0015 27.3673
O 8.5382 8.7554 23.1438
O 1.8748 1.4942 16.2789
O 1.4961 10.0766 27.1919
O 2.4753 3.5204 25.1402
O 11.5796 2.41 25.287
O 9.0037 1.9755 23.1903
O 4.5516 5.1732 20.895
O 8.3277 7.9364 27.466
O 11.4208 2.8299 13.324
O 6.0424 9.2979 27.6619
O 7.4877 6.2498 16.7845
O 3.1885 5.6065 26.5667
O 2.6888 9.4072 24.8876
O 1.7198 4.1243 16.5284
O -0.8728 4.48 19.7643
O 2.9098 5.0254 23.0001
O 1.8987 7.4151 23.2634
O 13.0205 9.2985 20.3115
O 9.2983 6.2954 22.7499
O 8.3123 -0.2832 21.3277
O -2.2591 1.9852 20.5549
O 6.0123 4.1536 17.1587
O 10.6858 9.0354 27.2747
O -1.7661 7.2939 15.994
O 10.8672 19.7959 17.9383
O 4.115 10.0914 20.2026
O 11.0402 0.7113 27.3063
O 8.1548 4.0726 21.7756
O 6.8811 2.502 24.7664
O 10.9479 10.8408 20.9855
O 6.3416 5.9315 19.1316
O 5.0238 7.7354 20.5662
O 10.8079 8.3115 21.7394
O 1.268 7.3983 26.1184
O 7.3344 5.0782 24.1305
O 9.4949 10.313 16.1995
O 14.2607 5.7381 13.865
O 8.9955 -1.5757 13.6548
O 1.3291 7.7353 14.7183
O 0.2188 9.8939 13.9068
O 4.4254 6.6565 29.4202
O 4.8737 2.4278 29.6181
O 2.309 2.9291 14.1154
O -3.025 6.2017 31.0588
O 2.253 12.8625 29.461
O 15.9333 4.6763 12.1414
O -0.1413 15.2451 29.6251
O 8.8066 2.3275 13.8175

Results
free energy: -181968.652 eV
free energy less fixed offsets of O -568.88, Si -635.61 eV per atom: 1.058 eV

Forces (eV/angstrom), in the order of the atoms: element, x, y, z
Si -0.0067 0.0389 0.0159
Si 0.0002 0.0678 0.0145
Si 0.006 0.0788 0.0196
Si -0.0002 -0.0515 -0.0019
Si -0.0011 -0.0206 -0.0267
Si 0.0003 -0.0402 -0.0017
Si 0.017 -0.0047 -0.0096
Si -0.0127 0.0249 0.0172
Si -0.0059 0.0964 0.0021
Si 0.0014 0.0383 -0.0138
Si -0.009 -0.0066 -0.0063
Si 0.01 -0.0813 -0.0158
Si 0.002 0.0452 0.0076
Si -0.0051 0.0511 -0.0152
Si -0.0122 0.037 0.0008
Si -0.0214 0.0013 0.0019
Si -0.0002 0.0163 0.0265
Si -0.0003 -0.0966 -0.013
Si -0.0102 -0.0714 0.057
Si 0.0106 -0.005 0.0181
Si -0.0038 0.0869 0.009
Si 0.0049 -0.0423 -0.0283
Si -0.0015 -0.0728 -0.022
Si -0.003 -0.0933 -0.0474
Si -0.0134 0.1763 -0.08
Si 0.0166 0.2879 0.0181
Si 0.0402 0.1855 0.1205
Si 0.0741 -0.0683 0.0871
Si 0.0429 0.0318 -0.1902
Si -0.1209 -0.1168 0.0485
Si -0.0431 0.0327 -0.3158
Si -0.0013 0.1338 0.076
Si 0.0081 0.1442 0.1712
Si 0.0154 0.2073 -0.1676
Si 0.0025 0.2113 -0.0893
Si 0.0275 0.1065 0.1863
Si -0.014 0.0909 0.0601
Si 0.0042 0.0131 0.0299
Si 0.0231 0.0901 0.0744
Si 0.0129 0.0846 -0.105
Si 0.0098 -0.0269 -0.037
Si -0.0155 -0.0872 -0.0291
Si -0.0146 -0.0849 -0.0599
Si 0.0038 -0.0389 -0.0612
Si 0.0037 0.061 -0.0047
Si 0.015 -0.0455 0.0104
Si 0.012 -0.1071 0.05
Si -0.026 -0.1137 0.0543
Si 0.0978 0.1184 -0.0309
Si 0.2633 -0.1792 -0.4296
Si -0.0993 -0.0614 -0.2228
Si 0.0087 -0.1098 -0.1678
Si 0.0512 0.1152 -0.1205
Si -0.0372 0.1911 -0.2519
Si -0.0083 0.367 -0.2052
Si -0.1647 0.1374 0.2217
Si -0.1455 0.1629 -0.2858
Si 0.0502 0 -0.0455
Si -0.0761 -0.1164 0.0922
Si 0.0547 -0.2638 -0.138
Si -0.1399 0.025 0.0891
Si -0.1676 -0.0255 0.0768
Si 0.02 0.0832 0.1676
Si -0.1003 -0.1114 0.0448
Si 0.1271 -0.0616 -0.0683
Si -0.0057 -0.0501 0.0372
Si -0.0103 -0.0144 -0.0045
Si -0.0524 -0.178 -0.0785
Si 0.0678 -0.0517 0.0234
Si 0.0579 -0.0214 0.1322
Si -0.0776 0.0405 0.2399
Si 0.1088 0.1427 -0.0139
Si 0.0647 0.023 -0.0438
Si 0.0268 0.0468 0.0377
Si -0.0284 -0.018 -0.083
Si 0.0121 -0.0432 -0.0511
Si -0.0405 0.0457 -0.0807
Si -0.02 -0.0711 -0.1273
Si -0.0104 0.0479 -0.0727
Si -0.001 0.0785 -0.0234
Si 0.0093 0.0326 -0.1066
Si -0.0115 -0.0489 0.0109
Si 0.0092 -0.0714 -0.0137
Si 0.0211 -0.0147 -0.0916
Si 0.0498 0.0378 -0.0571
Si -0.0148 0.0324 -0.0465
Si -0.0082 0.0487 -0.0149
Si 0.0187 -0.0372 -0.0502
Si -0.0042 -0.0103 0.0209
Si 0.0275 -0.0627 -0.034
Si -0.0207 -0.0222 0.0152
Si 0.0185 0.0762 0.0216
Si -0.008 0.0312 -0.0752
Si 0.006 -0.0477 -0.0364
Si -0.0074 -0.0391 -0.0592
Si -0.0487 -0.0439 -0.0054
Si -0.1133 0.0244 -0.004
Si 0.039 0.0269 -0.0956
Si 0.0071 -0.0602 -0.1846
Si -0.0321 -0.1886 0.0314
Si 0.0776 -0.137 -0.0586
Si -0.0151 -0.1397 0.1667
Si -0.0175 -0.0704 -0.0496
Si 0.0242 -0.0698 0.1512
Si 0.0139 -0.0932 -0.2365
Si 0.0141 -0.1265 0.2791
Si -0.0139 -0.147 0.1724
Si -0.0773 -0.0781 -0.1968
Si 0.0047 0.0787 0.0318
Si -0.0403 -0.0101 -0.0534
Si 0.0017 0.0276 -0.0147
Si 0.0064 -0.0692 0.0175
Si 0.0197 -0.1158 0.02
Si 0.0091 -0.0531 0.0567
Si 0.0331 0.0754 0.0027
Si 0.017 0.0346 0.0601
Si -0.0645 0.0462 0.0318
Si -0.0047 -0.0108 0.0311
Si 0.0131 -0.0446 -0.0125
Si 0.035 0.0118 -0.0154
Si 0.0457 0.1034 -0.0135
Si -0.0068 -0.0172 0.1334
Si -0.0848 -0.0549 0.0726
Si -0.002 0.0357 0.0044
Si 0.0259 -0.0174 0.0787
Si 0.0023 0.1099 0.0478
Si -0.0126 0.0302 0.1124
Si 0.0497 -0.0189 0.0383
Si -0.009 0.0491 -0.021
Si -0.0723 0.0638 0.074
Si 0.0554 -0.0296 0.0714
Si -0.0113 0.066 0.1198
Si -0.0499 -0.1603 0.0166
Si 0.0076 -0.0555 -0.1178
Si 0.0985 -0.1437 -0.0197
Si -0.0154 0.1412 -0.1013
Si -0.0136 0.0105 0.204
Si -0.0158 0.0566 -0.0266
Si -0.0064 -0.0221 0.017
Si -0.0436 0.0706 -0.1828
Si 0.2415 0.2521 0.2421
Si -0.099 -0.1199 -0.0224
Si 0.1229 -0.1044 -0.0643
Si 0.0419 0.0492 -0.0884
Si -0.0173 -0.2285 -0.0867
Si 0.121 0.0762 -0.0104
Si 0.152 -0.0343 -0.0907
Si 0.1575 0.0335 0.0319
Si -0.3003 -0.0225 0.0622
Si -0.1351 0.1501 -0.019
Si 0.0098 0.0949 0.1381
Si -0.289 -0.044 0.184
Si 0.0891 0.019 -0.1621
Si -0.0937 0.0156 -0.054
Si -0.0624 0.2967 -0.0425
Si -0.0825 -0.1781 0.3547
O 0.1025 0.0022 -0.0112
O 0.0165 -0.0161 -0.0173
O -0.0096 -0.0236 0.0194
O -0.0005 0.0008 -0.043
O 0.1811 -0.0797 -0.1636
O -0.0365 -0.166 0.0161
O -0.0773 0.0488 -0.0533
O -0.0536 0.1179 -0.1967
O 0.0303 0.0194 -0.1842
O -0.0808 0.0367 0.053
O 0.0829 -0.0021 -0.0635
O 0.007 0.0711 -0.0924
O 0.0106 0.0205 0.2853
O 0.0313 0.0373 -0.0729
O -0.1252 0.0868 -0.0528
O 0.0164 -0.027 0.122
O -0.0958 0.1222 0.3447
O 0.007 -0.1005 0.0252
O 0.0457 -0.1458 0.1515
O -0.0379 -0.0815 0.1017
O 0.0381 0.1064 0.2238
O 0.1284 -0.0891 0.0312
O 0.0263 0.0848 0.185
O 0.0103 -0.0597 0.2353
Si 0.1185 -0.0708 -0.0406
Si -0.1373 0.0042 0.1281
Si -0.0652 0.1242 0.0602
Si -0.0838 -0.0988 -0.1429
Si 0.0821 0.0156 0.0273
Si 0.0009 -0.0604 0.1059
Si 0.0701 -0.0878 -0.0844
Si -0.2207 -0.109 0.1477
Si -0.074 -0.0318 0.1081
Si -0.0758 0.03 0.0083
Si -0.0773 -0.1598 0.1874
Si 0.0566 0.0449 0.1042
Si -0.0795 0.0252 -0.1374
Si -0.0055 -0.0369 0.0456
Si -0.0311 -0.0578 0.0811
Si -0.0979 0.0731 0.0601
Si 0.0468 -0.0244 -0.0875
Si 0.0906 0.0262 0.1075
Si -0.123 0.0175 0.0393
Si -0.0161 0.0081 -0.1424
Si 0.0804 0.0167 -0.1317
Si 0.0858 -0.1038 0.0882
Si 0.0162 -0.0526 0.0875
Si -0.0616 0.0904 -0.2336
Si -0.0743 0.0985 -0.0396
Si 0.0338 -0.0103 -0.0943
Si 0.1291 -0.0255 -0.1699
Si 0.075 -0.0613 -0.0983
Si -0.0028 0.0022 0.0471
Si 0.0462 -0.0003 -0.0398
Si 0.1663 -0.0675 0.0555
Si -0.0147 0.0588 -0.1676
Si 0.0446 0.0321 0.0785
Si 0.0541 -0.1303 -0.0119
Si 0.1037 0.0613 0.0584
Si -0.0203 0.0449 0.1407
Si 0.0564 0.008 0.1234
Si -0.0345 0.0034 0.1071
Si -0.0071 0.0082 0.141
O -0.0679 0.0293 0.0969
O -0.0061 0.0378 0.0268
O -0.0037 -0.0046 -0.0315
O -0.0244 0.0089 0.0136
O 0.0304 -0.0197 -0.0146
O 0.0813 -0.0031 -0.0649
O 0.0001 -0.0361 0.0242
O 0.0186 -0.0694 -0.2036
O 0.114 0.0432 -0.0908
O -0.0117 -0.0312 0.0094
O 0.0528 0.0614 0.027
O -0.0206 -0.0082 -0.0705
O 0.0129 0.0072 -0.0801
O -0.0267 -0.0575 -0.0428
O -0.017 -0.0025 -0.0148
O 0.0079 -0.0521 0.1195
O 0.0135 -0.0463 0.0712
O 0.0691 0.0099 -0.0296
O 0.0443 -0.0011 -0.0355
O -0.0328 -0.0462 -0.0431
O 0.0092 0.0071 -0.0014
O -0.0298 -0.0099 -0.0362
O -0.0497 0.0137 -0.0692
O 0.0167 -0.0043 -0.0188
O 0.025 0.0209 -0.0645
O -0.0229 0.0158 0.0645
O -0.0496 0.0048 -0.0431
O -0.026 -0.0219 0.0465
O -0.0091 0.0934 0.1968
O -0.011 -0.0356 0.1172
O -0.0532 0.0287 -0.0058
O -0.0103 -0.0131 -0.0712
O -0.0363 -0.0119 0.0759
O 0.044 0.0211 -0.0388
O -0.0348 -0.0029 0.0225
O 0.0212 0.0169 -0.0445
O -0.0088 0.0109 -0.0071
O -0.0553 0.0018 0.1413
O 0.036 0.0374 0.0079
O 0.0255 0.0001 0.103
O -0.0341 0.0361 -0.0388
O 0.0111 -0.0516 -0.0116
O -0.012 -0.026 -0.0824
O 0.0316 -0.0082 -0.0635
O 0.0452 -0.0373 0.1015
O -0.0014 0.0073 -0.0206
O 0.0101 -0.0238 -0.0571
O 0.0054 0.0013 0.0025
O -0.0394 -0.0211 -0.0461
O -0.0695 -0.0238 0.0084
O -0.0213 -0.0189 -0.0129
O -0.0296 -0.006 -0.0571
O -0.0259 -0.0106 0.0467
O -0.0212 0.0059 -0.0745
O -0.0347 0.0522 -0.0176
O 0.083 -0.0181 0.0316
O -0.0504 0.0491 0.0953
O -0.0087 0.0261 -0.0302
O -0.0052 0.0002 -0.0277
O -0.0011 -0.0022 0.035
O -0.0618 0.0649 0.0975
O -0.0036 0.0356 -0.0193
O -0.0243 0.0003 -0.054
O -0.023 -0.0221 -0.0701
O 0.0298 0.029 -0.0422
O -0.0509 0.0184 -0.0994
O 0.0099 -0.0718 -0.0305
O -0.0606 -0.1232 -0.2418
O 0.0867 0.0029 -0.0556
O 0.0946 -0.105 0.0319
O 0.2517 0.0349 -0.0015
O 0.039 -0.0164 0.1039
O -0.0051 -0.0228 -0.047
O -0.005 -0.0076 0.065
O -0.0805 -0.0511 0.1702
O -0.005 -0.0223 -0.1739
O 0.0657 0.0935 0.188
O 0.0102 0.0107 0.0437

The program warned: the cutoff lies below the one the program advises for these potential files; the exchange-correlation potential is rough where the density is thin.
